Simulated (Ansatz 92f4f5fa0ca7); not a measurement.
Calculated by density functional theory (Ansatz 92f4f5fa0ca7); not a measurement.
Periodic cell of 215 atoms, Si132O82As1, from a study of silicon, its oxide and their interface. The atomic structure is a simulated model.
Doubt: the cutoff is far below the 930 eV that the study's wrapper takes by default for these files, so forces and energies are approximate.
This geometry differs little from another in the collection (a relaxation step or a small displacement).

Settings
functional: PBE
potential files: Ansatz PAW
basis: plane waves
wave-function cutoff: 580 eV
density cutoff ratio: 5
exchange-correlation grid ratio: 1
k mesh: 1 x 1 x 1, Gamma-centred
self-consistency stop: 5e-08 eV per atom in the density residual
occupations: fixed
spin: none
net charge: +1 e, with a uniform compensating background and no finite-size correction

Cell vectors (angstrom)
a 10.938 0 0
b 0 10.938 0
c 0 0 31.5432

Atoms and the computed forces on them: element, x, y, z (angstrom), force x, y, z (eV/angstrom)
Si 10.4314 0.5767 24.3348 0.0046 -0.001 0.014
Si 6.0428 10.5046 24.1478 0.003 -0.006 0.0149
Si 2.1267 3.2489 24.0769 0.0027 0.0009 0.0196
Si 8.6991 2.2594 24.3042 0.0014 -0.0032 0.0147
Si 0.4988 5.0565 24.1625 0.0047 -0.0062 0.0182
Si 5.0518 5.8931 24.1894 0.0022 0.0032 0.0174
Si 3.3953 7.6499 24.1581 0.0004 -0.0016 0.0135
Si 7.8291 8.8301 23.9858 -0.0055 -0.0006 0.0198
Si 1.3398 1.4816 25.4515 0.0016 -0.0027 -0.0098
Si 6.9214 1.2987 25.502 -0.0065 0.0046 -0.0117
Si 4.0247 4.1008 25.3209 -0.0026 -0.001 -0.0068
Si 9.6679 4.0952 25.4199 0.0001 0.006 -0.0108
Si 1.499 6.8144 25.3692 -0.0039 0.0025 -0.0073
Si 6.8964 6.9486 25.2342 0.001 0.0003 -0.0047
Si 4.2315 9.5305 25.3423 -0.0007 0.0039 -0.0048
Si 9.5263 9.6431 25.4328 -0.0003 -0.0041 -0.0114
Si 2.7794 0.007 26.6346 -0.0038 -0.0002 -0.0024
Si 8.2262 -0.0272 26.9432 0.0034 -0.0038 0.0408
Si 0.0174 2.7699 26.9135 0.0009 -0.0049 0.0405
Si 5.4488 2.7351 26.6595 0.0007 0.0031 -0.0029
Si 2.7607 5.4382 26.8343 0.0083 0.0006 0.0295
Si 8.226 5.5255 26.6213 -0.0055 -0.0006 -0.0013
Si 0.0403 8.2124 26.6453 0.0013 0.0025 -0.0025
Si 5.5563 8.1972 26.7896 0.0024 -0.0046 0.0232
Si 4.1086 1.367 28.0641 0.0001 -0.0044 -0.0039
Si 9.5966 1.372 28.2381 0.0007 0.0072 -0.0266
Si 1.3944 4.121 28.2347 -0.0101 0.0019 -0.0228
Si 6.8369 4.136 28.0133 0.0007 0.0042 -0.0031
Si 4.1607 6.8229 28.1394 -0.0007 -0.0007 -0.0252
Si 9.5972 6.8516 28.0455 0.0004 -0.0005 -0.0052
Si 1.3944 9.591 28.0376 0.0019 0.0024 -0.0042
Si 6.8489 9.5347 28.2376 0.0042 0.0063 -0.0222
Si 0.0545 -0.0215 29.5208 -0.0063 0.0047 0.0029
Si 5.4442 0.0121 29.4851 0.0077 -0.0061 0.0088
Si 2.7712 2.7074 29.5186 -0.0041 0.0067 0.0047
Si 8.1716 2.7761 29.4674 0.0078 -0.0094 0.0076
Si -0.0168 5.5073 29.4915 0.0118 -0.0077 0.0076
Si 5.5103 5.4486 29.4974 -0.005 0.0062 0.0015
Si 2.7493 8.2161 29.4373 0.0054 -0.0068 0.0082
Si 8.2559 8.1615 29.5252 -0.006 0.009 0.0024
Si 1.3973 1.3566 30.8988 0.0074 -0.0085 -0.0027
Si 6.8159 1.3837 30.8277 -0.0082 0.0071 -0.0007
Si 4.1279 4.0902 30.8766 0.0085 -0.0073 0.0002
Si 9.5525 4.1225 30.8368 -0.0093 0.0069 -0.0041
Si 1.3757 6.8628 30.824 -0.0102 0.0096 -0.0017
Si 6.8684 6.8047 30.8886 0.0057 -0.0101 -0.0015
Si 4.0887 9.5749 30.8397 -0.0071 0.0083 -0.0052
Si 9.6075 9.5505 30.8857 0.0066 -0.0068 0.0003
Si 2.7489 -0.0315 0.7166 0.0046 -0.0019 0.0067
Si 8.18 0.0048 0.6457 -0.0041 0.0047 0.0047
Si -0.0224 2.7531 0.6606 -0.0051 0.0048 0.0026
Si 5.4792 2.7108 0.7038 0.0025 -0.0027 0.009
Si 2.7161 5.4807 0.6573 -0.0044 0.0033 -0.0018
Si 8.2214 5.4363 0.7266 0.0052 -0.0001 0.0073
Si 0.0377 8.1811 0.7093 0.0055 -0.0047 0.0057
Si 5.4628 8.2068 0.6572 -0.0044 0.0036 0.0017
Si 4.1151 1.3407 2.0701 -0.0018 0.0061 -0.0096
Si 9.5278 1.3803 2.0086 0.0004 -0.0094 0
Si 1.3251 4.134 2.0399 0.0019 -0.0044 -0.0001
Si 6.8453 4.0578 2.0772 -0.0093 0.0037 -0.0126
Si 4.0744 6.859 2.0211 0.0067 -0.0038 -0.0007
Si 9.6144 6.7993 2.0703 -0.0041 0.0088 -0.0046
Si 1.3879 9.5402 2.0888 -0.0094 0.0024 -0.0135
Si 6.8262 9.5703 2.0395 0.0026 0.0076 -0.0007
Si -0.0442 0.0059 3.3318 0.0031 0.0105 0.0212
Si 5.4584 -0.0419 3.4791 -0.0009 0.0017 0.0031
Si 2.6908 2.7256 3.3391 0.0143 0.0066 0.036
Si 8.2128 2.7008 3.4871 0.0023 0.0008 0.0057
Si -0.0078 5.4601 3.5284 -0.0124 0.0053 0.0007
Si 5.4448 5.4708 3.3295 0 -0.0019 0.0313
Si 2.7482 8.1852 3.4978 -0.0021 0.004 0.0011
Si 8.2103 8.1755 3.3635 -0.0009 -0.0198 0.0229
Si 1.2893 1.3676 4.6801 -0.0064 0.0056 -0.0288
Si 6.7982 1.3494 4.8553 -0.0019 -0.0001 0.0104
Si 4.0588 4.1134 4.6558 -0.0148 0.0037 -0.0555
Si 9.5303 4.0716 4.9046 0.0049 -0.0069 -0.0014
Si 1.3662 6.8575 4.9071 0.0004 0.0038 0.0029
Si 6.8342 6.7971 4.6919 -0.0036 0.0121 -0.0347
Si 4.0974 9.5628 4.9023 0.0038 -0.0007 0.0044
Si 9.6083 9.5284 4.7124 -0.0028 0.0106 -0.0211
Si 2.6163 0.0457 6.1144 0.0088 -0.0129 -0.0017
As 8.224 -0.1404 6.2654 0.0114 -0.0126 0.0079
Si -0.0212 2.6621 6.1946 -0.0053 -0.008 0.0235
Si 5.3683 2.7686 6.103 0.0122 -0.0161 0.0008
Si 2.752 5.4202 6.1621 -0.0027 -0.0045 0.0307
Si 8.0841 5.4301 6.1936 0.008 -0.0033 0.004
Si 0.0037 8.2879 6.2478 -0.0017 -0.0136 0.0079
Si 5.5456 8.1399 6.1532 0.0023 -0.0043 0.022
Si 3.4654 1.9346 7.2051 -0.0097 0.0158 -0.0141
Si 10.0827 0.8406 7.4984 0.0515 -0.0196 -0.0714
Si 1.7645 3.6511 7.3781 0.0017 -0.0031 -0.0476
Si 6.2097 4.5206 7.4113 -0.0051 0.0045 -0.018
Si 4.639 6.2995 7.2846 -0.0105 0.011 -0.0399
Si 9.1903 7.1523 7.3424 -0.009 0.0407 -0.022
Si 0.9174 10.1324 7.5402 -0.0361 0.0087 -0.0258
Si 7.3891 8.7932 7.5254 0.0192 -0.0331 -0.0571
O 4.5967 6.622 8.9028 -0.0079 0.007 0.0281
O 1.3584 3.9614 8.956 -0.0047 0.0119 0.0357
O 9.7719 6.5268 8.7549 0.0067 -0.0135 0.0454
O 1.3058 10.103 9.1658 0.016 0.0011 0.0376
O 6.0614 4.2143 9.0429 0.0068 -0.0117 0.0259
O 3.6911 1.6073 8.7911 0.0118 -0.0066 0.0239
O 7.1646 8.9921 9.1456 -0.0097 0.0173 0.0527
O 9.5988 1.0327 9.0533 -0.0318 0.01 0.0605
O 8.2288 2.5454 22.753 -0.0093 0.0062 -0.0245
O 10.9876 5.5605 22.652 -0.0041 0.0103 -0.0246
O 5.6209 0.1058 22.6495 -0.0072 0.0139 -0.0236
O 5.2898 5.3961 22.6308 0.0078 -0.0071 -0.021
O 2.1475 2.8033 22.4778 0.0052 -0.0123 -0.0237
O 3.3266 7.8606 22.5121 -0.0079 0.0046 -0.0189
O 8.3815 8.7473 22.4134 0.0123 -0.0021 -0.0214
O -0.1679 11.2347 22.7528 0.0097 -0.0085 -0.0186
Si 2.159 2.9672 12.8988 -0.0062 0.0003 0.0011
Si 8.6714 1.3051 10.375 0.0036 -0.0077 -0.0136
Si 1.0667 4.5048 15.351 0.0019 -0.004 0.004
Si 7.5514 5.5769 12.2128 -0.0089 -0.0015 -0.004
Si 2.41 8.1847 21.2083 0.0046 -0.0074 0.0051
Si 5.4065 7.7795 12.4861 0.0049 0.0018 -0.0072
Si 9.2673 0.463 15.4963 0.0034 0.0016 0.0032
Si 2.9134 -0.0362 16.6662 0.0038 -0.0007 0.0059
Si 10.478 1.1519 12.6038 -0.0011 -0.0055 -0.0052
Si 7.7592 2.8338 21.233 0.0038 -0.0073 0.0043
Si 9.1254 8.7868 14.4721 0.0065 -0.0028 0.0021
Si 1.4759 4.7657 10.3768 -0.0081 0.0004 -0.0196
Si 4.4807 9.4859 19.1392 0.0009 0.0021 0.0014
Si 11.0699 6.1019 21.1157 0.0028 0.0001 0.0065
Si 6.6161 10.4523 14.8509 0 -0.0031 0.0114
Si 5.385 0.7356 21.1733 0.0044 -0.0083 0.0051
Si 2.3459 9.7944 10.4082 -0.0072 0.0056 -0.0147
Si 0.4275 10.6364 21.382 -0.0071 0.0053 0.0022
Si 5.8481 5.257 21.1184 -0.0032 0.002 0.0068
Si 3.6422 7.0772 10.1219 -0.0016 -0.0006 -0.0168
Si 9.0448 5.6882 14.8565 -0.0004 -0.0031 0.0053
Si 3.6512 4.0861 19.0881 0.0005 -0.006 0.0052
Si 10.0279 3.6651 19.3245 -0.0025 0.0026 0.0012
Si 4.2571 8.6744 15.3725 0.0043 -0.0022 -0.0002
Si 0.458 1.9264 17.1614 0.0001 0.0023 0.0022
Si 6.7894 7.5375 19.2473 0.0023 0.0008 0.0003
Si 5.2594 3.6258 16.7452 -0.0001 -0.0015 0.0061
Si 7.7806 5.0132 17.5329 0.0027 0.0033 0.0028
Si 6.652 9.9286 10.3964 -0.0003 0.0022 -0.0284
Si 4.3765 1.0434 10.1264 -0.0014 0.0014 -0.0093
Si -0.0379 9.0843 11.9158 0.0102 -0.0025 -0.0004
Si 9.1002 8.6354 20.9346 -0.0006 0.0036 0.0049
Si 4.5582 1.6685 14.588 -0.0071 0.0008 0.0062
Si 2.4429 2.0865 21.0403 -0.0055 0.0037 0.0076
Si 6.3315 3.3337 10.3926 -0.0036 -0.0055 -0.0167
Si 3.4349 5.9195 16.7303 0.0002 -0.0003 0.0056
Si 9.8882 6.5287 10.3789 0.0051 -0.0055 -0.0244
O 0.1182 2.6296 18.5901 0.0016 -0.0028 0.0006
O 2.9253 9.6375 15.587 -0.0019 0.0016 -0.0051
O 10.8587 4.8053 20.1525 -0.0027 -0.0088 -0.0029
O 7.579 2.4055 9.9273 0.0014 0.0055 0.0058
O 10.9375 5.3436 10.8299 -0.0006 0.0012 -0.0023
O 6.594 6.731 12.862 0.0016 -0.0011 -0.0111
O 10.3206 8.0582 10.7843 0.003 0.0098 0.0025
O 7.6621 9.4558 14.0002 -0.0027 0.0032 -0.0052
O 8.4134 6.2009 10.975 -0.02 -0.0117 0.0099
O 5.354 10.4801 20.0822 -0.0031 -0.0072 -0.0014
O 2.1816 3.7286 11.4333 0.0019 -0.0096 0.0102
O 7.9715 8.5502 19.7565 -0.0062 -0.0032 -0.0028
O 6.2017 6.7364 20.548 0.0035 0.0037 0.0006
O 5.5138 2.7178 15.4127 0.001 0.0018 -0.0053
O 1.3015 0.9296 20.6995 0.0024 0 0.0043
O 6.0403 9.0375 11.6154 -0.0142 -0.0179 0.0134
O 4.6252 4.9932 16.113 -0.002 0.0009 -0.003
O 6.595 3.9019 17.643 -0.0005 -0.0022 -0.0013
O 10.53 10.6637 11.7997 -0.0036 0.0177 0.002
O 5.5816 0.4993 13.9896 -0.0007 0.0017 -0.006
O 8.0141 5.0905 15.9354 0.0017 -0.0024 -0.0055
O 9.7344 9.8244 15.5842 -0.001 0.0021 -0.0024
O -0.3965 5.1545 15.1423 -0.0037 0.0019 -0.0062
O 1.5683 6.8357 20.8076 -0.0004 -0.0005 0.0048
O 1.4997 0.6418 17.1814 -0.001 0.0008 -0.0008
O 6.5935 1.7709 20.8076 0.0013 0.0024 0.0061
O 1.0244 1.7808 12.8247 -0.0053 -0.0013 -0.0068
O 3.2335 5.4971 18.3199 0.0009 0.0026 -0.0011
O 9.5516 2.0096 11.5599 0.0089 -0.0019 0.001
O 1.0304 3.1085 16.1916 -0.0027 -0.0026 -0.0017
O 8.5935 5.1475 13.3837 0.0053 0.0006 0.0044
O 10.2695 8.5787 13.3174 -0.0126 -0.0006 0.0082
O 1.4412 9.4019 21.6853 -0.0004 0.0005 0.0041
O 10.0754 9.9395 20.6079 -0.0016 -0.0035 0.0037
O 3.1826 0.1967 10.8935 -0.0001 0.0011 -0.0039
O 5.0824 2.3464 10.8429 0.0049 0.0052 -0.0027
O 1.7206 4.1509 13.9095 -0.0039 0.0049 0.0023
O 7.9052 10.8707 10.871 -0.001 0.0035 -0.0054
O 9.1326 4.4738 18.2352 -0.0027 0.0012 -0.0028
O 5.6384 9.5029 15.7756 0.0001 0.0006 -0.0035
O 5.5258 -0.0392 9.7382 0.0076 -0.0021 0.006
O 3.5979 2.3123 13.3993 0.0073 -0.0027 -0.0012
O 1.9882 5.6558 16.0321 0.0009 0.0001 -0.0031
O 9.7073 1.0446 14.0262 -0.0053 -0.0038 0.0062
O 4.38 6.9338 11.5486 0.0127 0.0013 0.0103
O 4.7466 4.4929 20.2126 -0.0058 -0.0034 -0.0017
O 9.9583 1.3595 16.6355 0.0009 -0.0009 0.0016
O 6.6791 4.3057 11.6558 0.0082 0.0253 0.0075
O 5.5792 8.4088 18.577 -0.0006 0.0008 0.001
O 9.0723 2.737 20.2731 0.0069 0.0028 -0.0013
O 3.6036 1.1357 15.7857 -0.0011 -0.0022 -0.003
O 4.212 3.0795 17.9011 0.0038 0.0006 -0.0042
O 9.9133 7.2222 20.8914 0.0015 0 0.0052
O 3.3418 8.6515 9.8182 -0.0004 -0.0028 0.0029
O 3.9394 7.4296 16.3791 -0.0014 -0.0039 -0.002
O 7.6342 0.4896 15.6958 -0.0007 -0.0004 -0.004
O 8.921 7.3014 15.0544 -0.0021 -0.0024 -0.0018
O 3.928 1.4431 21.1473 0.0029 0.0002 0.0058
O 1.5917 9.1231 11.7061 -0.0096 -0.0021 0.0018
O 2.3333 6.1296 10.14 0.0041 0.0004 -0.001
O 7.3436 6.4614 18.1485 0.0017 -0.0055 -0.0023
O 7.2128 4.3666 21.1194 0 -0.0009 0.0057
O 4.5478 8.2431 13.8022 -0.0056 0.0047 0.0089
O 3.3273 8.6634 19.9582 0.0095 0.0038 -0.0044
O 2.4863 3.2418 19.871 0.0047 0.008 -0.0032
O 3.7418 10.3719 17.9769 -0.0025 -0.0002 -0.0056

Results
free energy: -135411.304 eV
free energy less fixed offsets of As -4856.12, O -568.88, Si -635.61 eV per atom: -6.504 eV

The program warned: the cutoff lies below the one the program advises for these potential files; the exchange-correlation potential is rough where the density is thin.
